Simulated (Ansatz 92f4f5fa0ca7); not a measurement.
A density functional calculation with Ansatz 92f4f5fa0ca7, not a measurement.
Periodic cell of 216 atoms, Si133O82H1, from a study of silicon, its oxide and their interface. The atomic structure is a simulated model.
This geometry differs little from another in the collection (a relaxation step or a small displacement).

Settings
functional: PBE
potential files: Ansatz PAW
basis: plane waves
wave-function cutoff: 700 eV
density cutoff ratio: 5
exchange-correlation grid ratio: 1
k mesh: 2 x 2 x 1, shifted by 0.5 0.5 0.5 of a step
self-consistency stop: 5e-08 eV per atom in the density residual
occupations: fixed
spin: none
net charge: +1 e, with a uniform compensating background and no finite-size correction

Cell vectors (angstrom)
a 10.938 0 0
b 0 10.938 0
c 0 0 31.3223

Atoms and the computed forces on them: element, x, y, z (angstrom), force x, y, z (eV/angstrom)
Si 0.2247 -0.7048 23.8955 0.0051 -0.0643 -0.0442
Si 5.0166 0.3378 23.8892 -0.017 -0.0039 -0.0388
Si 3.2242 2.1305 23.7455 0.0401 -0.0083 -0.0506
Si 7.8803 3.0579 23.9523 -0.0183 0.0154 -0.0565
Si -0.6029 6.1229 23.9252 -0.0559 0.0637 -0.0514
Si 6.1386 4.8942 23.9373 0.0653 -0.0024 -0.0471
Si 2.1737 8.7638 23.9444 -0.0419 0.056 -0.0668
Si 8.5913 7.7377 24.2066 0.0501 -0.029 -0.0615
Si 1.3211 1.2559 24.9516 0.0086 -0.0368 0.0181
Si 6.7753 1.3655 25.1597 -0.0385 -0.0043 -0.0132
Si 4.1684 3.9754 25.0108 0.0317 0.003 -0.001
Si 9.5778 4.174 25.1307 -0.0031 0.0218 0.0017
Si 1.3439 6.8527 25.0798 -0.0221 0.0136 0.0368
Si 6.8129 6.714 25.2858 0.0219 0.0058 0.0089
Si 3.9914 9.619 25.2122 -0.0048 -0.0019 -0.0085
Si 9.5636 9.4816 25.4078 -0.0017 0.0207 -0.0158
Si 2.6578 0.0481 26.5593 -0.0095 0.0126 -0.0403
Si 8.168 0.0277 26.5436 -0.0061 0.005 0.0672
Si 0.0332 2.7195 26.4182 0.0196 -0.0082 0.0711
Si 5.4622 2.7309 26.5623 -0.0171 0.0028 -0.0424
Si 2.7696 5.4243 26.4072 -0.0066 0.0044 0.0634
Si 8.241 5.441 26.6223 0.0075 -0.0193 -0.0412
Si 0.0707 8.1377 26.6325 0.0267 -0.0129 -0.0342
Si 5.4263 8.207 26.5083 -0.0025 -0.0116 0.0414
Si 4.1018 1.3673 27.904 -0.2666 0.109 0.1784
Si 9.5708 1.3673 27.904 0.1182 0.2839 -0.4623
Si 1.3673 4.1018 27.904 0.1852 -0.1258 -0.7754
Si 6.8362 4.1018 27.904 -0.0168 -0.1968 0.4139
Si 4.1018 6.8362 27.904 -0.2417 -0.2214 -0.4623
Si 9.5708 6.8362 27.904 0.2216 -0.1699 0.7463
Si 1.3673 9.5708 27.904 0.1353 0.0818 0.5842
Si 6.8362 9.5708 27.904 -0.2068 -0.0633 -0.2019
Si 0 0 29.2713 -0.0245 -0.0635 -0.0185
Si 5.469 0 29.2713 -0.0784 -0.1113 -0.014
Si 2.7345 2.7345 29.2713 0.0653 0.0124 -0.0016
Si 8.2035 2.7345 29.2713 0.0034 0.0259 0.0091
Si 0 5.469 29.2713 -0.1152 0.0495 0.0178
Si 5.469 5.469 29.2713 0.0073 -0.0183 -0.0291
Si 2.7345 8.2035 29.2713 -0.0121 0.0523 0.0081
Si 8.2035 8.2035 29.2713 0.0254 -0.0159 -0.0231
Si 1.3673 1.3673 30.6385 -0.0235 0.0035 0.0006
Si 6.8362 1.3673 30.6385 0.05 -0.0056 -0.0193
Si 4.1018 4.1018 30.6385 -0.0276 0.034 0.0118
Si 9.5708 4.1018 30.6385 0.0178 -0.0431 -0.0013
Si 1.3673 6.8362 30.6385 0.0518 -0.029 -0.0099
Si 6.8362 6.8362 30.6385 0.0021 0.0167 -0.0001
Si 4.1018 9.5708 30.6385 0.0343 -0.0265 0.0021
Si 9.5708 9.5708 30.6385 -0.0338 0.0423 0.0039
Si 2.7345 0 0.6835 0.0439 -0.0405 -0.0211
Si 8.2035 0 0.6835 -0.0488 0.0086 0.0054
Si 0 2.7345 0.6835 -0.0806 0.0204 0.0094
Si 5.469 2.7345 0.6835 0.0261 -0.0425 0.0116
Si 2.7345 5.469 0.6835 -0.0435 0.0627 0.0029
Si 8.2035 5.469 0.6835 0.0875 -0.0252 -0.0209
Si 0 8.2035 0.6835 -0.033 -0.0227 0.006
Si 5.469 8.2035 0.6835 -0.0153 0.035 0.0111
Si 4.1018 1.3673 2.0507 -0.0912 -0.0902 -0.0294
Si 9.5708 1.3673 2.0507 0.0485 -0.0191 0.0243
Si 1.3673 4.1018 2.0507 0.1247 0.0569 0.0353
Si 6.8362 4.1018 2.0507 0.0363 0.074 -0.002
Si 4.1018 6.8362 2.0507 0.0303 -0.0222 0.0267
Si 9.5708 6.8362 2.0507 -0.1132 -0.0078 -0.0407
Si 1.3673 9.5708 2.0507 0.0353 0.0976 -0.0019
Si 6.8362 9.5708 2.0507 0.0652 -0.0327 0.057
Si 0 0 3.418 0.2453 0.276 -0.3618
Si 5.469 0 3.418 -0.4597 0.0342 0.3131
Si 2.7345 2.7345 3.418 0.0346 -0.0424 -0.3638
Si 8.2035 2.7345 3.418 0.1232 0.1115 0.4173
Si 0 5.469 3.418 0.1221 0.3309 0.4536
Si 5.469 5.469 3.418 -0.0852 -0.0972 -0.3307
Si 2.7345 8.2035 3.418 0.0131 0.0184 0.5875
Si 8.2035 8.2035 3.418 0.0419 -0.3041 -0.7175
Si 1.3627 1.4183 4.7826 0.0211 0.0067 0.031
Si 6.7904 1.3906 4.7864 -0.0188 0.0085 -0.0721
Si 4.1113 4.0789 4.7621 0.0094 -0.0011 0.0563
Si 9.6126 4.1184 4.8372 0.0105 0.0071 -0.0752
Si 1.3951 6.8428 4.8902 -0.0219 0.0268 -0.0547
Si 6.8133 6.8542 4.7274 -0.0046 -0.0105 0.0376
Si 4.0433 9.612 4.8775 -0.0002 -0.009 -0.0317
Si 9.6387 9.4984 4.6707 0.0289 -0.0005 0.0336
Si 2.6706 0.1326 6.2805 0.0087 -0.0097 -0.0155
Si 8.1913 -0.1075 5.8912 -0.0259 -0.0479 0.0395
Si 0.1184 2.8413 6.2472 0.0361 -0.002 -0.0007
Si 5.4618 2.7597 6.233 -0.0244 0.0183 -0.0154
Si 2.7859 5.3763 6.2246 -0.0097 -0.0157 0.0049
Si 8.249 5.5698 6.1152 0.0044 -0.0065 0.0095
Si 0.0762 8.3714 6.2352 -0.0081 0.0169 -0.0419
Si 5.4692 8.1821 6.1648 0.0226 -0.0033 -0.0344
Si 3.7063 1.8632 7.5898 -0.022 -0.005 0.0589
Si 9.696 1.1469 7.0716 -0.0025 -0.0453 0.0468
Si 1.987 3.6165 7.6765 0.0362 -0.0001 0.0502
Si 6.4473 4.6536 7.288 -0.0358 0.0343 0.0234
Si 4.6305 6.3167 7.3529 0.0498 -0.0606 0.0604
Si 9.134 7.4495 7.2438 -0.0477 0.0478 0.0583
Si 0.6552 10.4291 7.425 -0.086 0.0633 0.0742
Si 7.362 9.0717 7.2291 0.0486 -0.0262 0.0426
O 7.1449 4.1922 9.0515 0.0033 -0.0174 0.0193
O 7.2586 9.1786 8.9197 0.0161 -0.0215 0.0013
O 9.2842 7.4059 8.9323 -0.0241 0.0067 0.0084
O 0.8838 10.4933 9.0791 0.0144 -0.0285 -0.0099
O 4.1928 1.4702 9.1504 0.0135 0.0083 -0.0034
O 1.8486 3.9584 9.3234 -0.0053 0.0036 -0.0241
O 8.3497 1.8449 7.9242 0.0135 0.0018 0.0113
O 4.2355 6.5173 8.9477 -0.0169 0.0246 -0.0021
O 8.2792 8.2585 22.6597 0.0051 0.0184 0.0026
O 8.568 2.3036 22.6187 -0.0012 0.0205 -0.0126
O 6.0695 5.6583 22.4517 -0.0225 -0.0259 -0.0076
O 2.7914 2.5671 22.1816 0.0024 0.0109 0.0143
O 10.4005 9.9874 22.3826 -0.0199 0.0007 0.002
O 0.1704 3.6766 18.2887 0.0172 0.0051 -0.0002
O 2.6411 8.6308 22.3526 -0.01 -0.0036 -0.0033
O 5.5512 -0.4874 22.5445 0.0067 0.0149 -0.0002
Si 7.0772 5.2288 10.5047 -0.0043 0.0165 -0.0089
Si -1.2989 3.9054 11.222 -0.0044 -0.0025 0.0014
Si 3.2856 7.2485 10.0276 0.0047 0.0035 0.0029
Si 3.1815 13.5199 15.8209 -0.0012 0.0017 0.0012
Si -1.3265 12.2447 12.7435 0.0014 0.0024 0.0012
Si -0.2357 5.2642 21.0266 -0.0058 0.0041 -0.0018
Si 6.3653 10.31 21.1389 0.0145 0.0025 0.0047
Si 9.0579 -1.6389 21.6815 -0.0165 0.0025 0.0008
Si 6.2649 -7.9374 15.1915 0.0033 0.0005 0.004
Si 1.4579 -1.4688 10.1968 0.0008 -0.007 0.0083
Si 7.8356 2.559 9.261 0.0093 -0.0066 -0.0109
Si 5.7949 0.7346 18.5907 -0.0028 -0.0024 0.0004
Si -1.691 2.5327 21.1472 -0.0059 -0.0062 0.0016
Si 7.7348 5.0341 17.0825 -0.0016 -0.0041 0.0038
Si 6.9039 3.2506 19.4021 0.0016 -0.002 0.0033
Si 1.5181 4.7529 10.7232 -0.0074 0.0112 0.0159
Si 5.244 5.2632 21.1095 -0.0004 0.001 0.001
Si 3.4448 -0.2119 16.8611 -0.0003 -0.0006 0.0073
Si 5.2154 3.7584 12.4423 0.0027 0.0036 0.0008
Si 9.8659 -1.408 11.8081 -0.0056 -0.0053 -0.0006
Si -3.4942 11.24 14.5389 0.0008 -0.0017 0.0023
Si 5.1033 -1.6882 14.5828 0.0027 -0.006 -0.0013
Si 2.577 3.8917 21.2473 0.0026 0.0131 -0.0062
Si 1.6671 3.0171 18.4632 -0.0014 -0.0017 0.0017
Si -0.8066 10.3805 14.6607 0.0014 -0.0005 0.0036
Si 8.0558 8.0546 9.8204 -0.0065 -0.0057 -0.0148
Si 5.021 8.0297 19.573 0.0037 0.0011 -0.0047
Si 13.2668 9.1687 20.8495 0.0052 0.0005 0.0055
Si 10.7481 -5.685 17.9755 -0.0037 -0.0019 0.0112
Si 5.2155 7.0223 16.6129 0.0024 0.0101 0.001
Si 5.1356 12.2875 10.4823 0.0146 -0.0023 0.0082
Si 11.6063 11.5803 20.0327 0.0011 0.0006 0.0023
Si 4.0302 9.6337 11.6648 0.0034 -0.0023 0.0031
Si -0.2044 8.8544 19.3856 -0.0072 -0.002 -0.0046
Si 2.5246 4.3364 13.5814 0.0002 0.0003 0.0031
Si 2.1989 6.2783 16.0112 -0.0039 0.0049 -0.0056
Si 1.0466 8.9485 16.7333 -0.0009 0.0008 0.0021
O 2.2018 -2.6636 9.3449 0.0096 0.0098 0.0324
O 6.1694 8.877 20.3659 -0.0044 0.0105 -0.0054
O 9.2136 2.8738 10.0307 -0.0122 0.0228 0.0124
O -0.2683 10.4896 19.278 0.0265 -0.0074 0.0183
O 1.0988 8.3257 20.2027 -0.0051 0.0371 -0.0002
O -2.8409 2.3012 20.0055 0.0024 0.0186 0.005
O 2.4171 2.9683 14.4382 0.0231 0.0291 0.0076
O -0.1163 4.9057 10.7571 0.0035 -0.0145 -0.007
O -1.0173 2.8861 12.4561 -0.0085 -0.003 -0.0012
O 9.5597 4.1217 21.047 0.0215 -0.0022 -0.0017
O 5.7531 4.7606 11.2619 0.0146 -0.0084 -0.0072
O 14.5677 8.7874 19.9552 0.0041 -0.0013 0.0036
O 3.7263 -5.969 21.6132 -0.0016 -0.0231 -0.0208
O 9.9155 9.2977 13.4287 0.0013 0.0395 -0.0096
O 5.9013 3.8853 20.5196 0.0007 0.0147 -0.0048
O 5.1262 8.0036 17.9317 -0.0015 -0.0214 0.0082
O 8.6952 -11.2408 15.4126 0.0038 0.0119 -0.0421
O 9.3473 -5.4872 17.1033 0.0178 0.0037 -0.0009
O 13.1661 -1.1238 17.4534 -0.0009 0.0011 -0.0274
O 13.559 3.6046 19.6482 -0.013 -0.0032 0.0134
O 2.0065 5.5553 14.5413 0.0141 -0.0055 0.0151
O 5.7866 11.5084 20.2125 0.0104 -0.0226 -0.0112
O 6.6145 -4.7534 16.7869 -0.0028 -0.0075 0.0032
O 10.6158 1.6369 20.9145 -0.0084 0.0084 -0.0183
O -2.5908 4.8779 11.4416 -0.0033 -0.0114 -0.0192
O 4.2522 -2.7899 10.99 -0.0242 0.0117 -0.0086
O 2.378 6.1323 10.797 0.0033 -0.0158 -0.0189
O 12.8014 -0.1713 20.8537 -0.0103 -0.0173 -0.0245
O 7.0318 6.7802 10.096 0.0222 -0.0032 0.0143
O 22.1107 -2.0595 11.0903 0.0001 0.0301 -0.006
O 4.0674 4.6367 13.1618 -0.014 -0.0182 0.005
O 4.7319 14.0528 15.7414 -0.0052 -0.0046 -0.0175
O -0.0318 -2.5926 17.8272 0.0221 0.0314 -0.0039
O 6.0854 13.261 18.3354 0.0098 -0.0086 0.0151
O -0.5477 6.3002 22.2474 0.0074 -0.0257 0.0041
O 2.5114 14.2294 17.1094 -0.004 -0.0136 -0.0077
O -2.9602 -0.4479 21.3678 -0.0129 -0.0152 -0.0008
O 5.0808 10.7719 11.099 -0.0246 0.0115 -0.0035
O 1.1091 5.7602 17.1178 -0.0026 -0.0088 -0.0098
O -4.4619 10.008 14.139 -0.001 0.0112 0.0207
O 1.1461 4.5761 21.5367 0.0104 -0.0153 -0.0068
O -4.0836 -0.2618 17.8526 0.0404 0.0476 -0.0138
O -8.4042 10.1555 11.2247 0.0081 -0.0295 -0.0154
O 6.6441 1.4275 15.3776 0.0113 0.0051 -0.0224
O 3.7747 6.1872 16.5129 -0.0097 0.0065 -0.0014
O 4.2963 11.2995 18.1039 0.006 0.0004 -0.0191
O 6.3147 3.4017 13.5882 -0.0263 -0.0015 0.0125
O 5.4013 7.7425 15.1355 -0.0016 0.0018 0.0023
O 0.2777 9.9421 15.7272 -0.0089 -0.007 -0.0003
O 12.7028 7.834 15.7943 0.0054 -0.0048 0.0143
O -0.3443 11.803 13.9741 -0.0382 -0.0286 -0.0151
O 6.6937 1.7306 10.0455 -0.021 0.013 -0.0049
O -0.2375 -5.0185 19.5019 0 -0.0316 -0.0022
O -2.8849 22.9188 13.198 0.0271 -0.017 0.0264
O 5.1785 6.4719 20.0335 0.0067 -0.0001 0.0166
O 1.7745 4.024 12.1614 0.0137 0.0054 -0.0027
O -6.5457 9.9237 15.8467 -0.0034 0.0118 -0.0029
O 9.4197 -2.4437 20.2823 -0.0007 0.0148 0.0218
O -3.5327 3.8847 15.9541 -0.0115 -0.0053 0.0052
O -6.7929 9.3729 13.2614 0.0065 0.0062 -0.0056
O 4.6965 2.4079 11.6582 0.0225 0.0006 -0.0102
O 2.8924 1.0035 15.9454 0.003 0.0013 0.0227
O 9.8448 0.2267 11.5069 0.0033 -0.0226 0.0309
O 8.5612 8.7388 11.2033 0.0134 0.0026 -0.015
O 7.5252 4.5044 18.5961 -0.0115 -0.0194 -0.0089
O 1.3985 12.4026 18.8305 -0.003 0.0099 0.0148
H -3.1814 0.0471 17.6761 -0.0601 -0.0337 0.0366

Results
free energy: -131218.690 eV
free energy less fixed offsets of H -17.10, O -569.03, Si -635.61 eV per atom: -5.000 eV

The program warned: the cutoff lies below the one the program advises for these potential files; the exchange-correlation potential is rough where the density is thin.
